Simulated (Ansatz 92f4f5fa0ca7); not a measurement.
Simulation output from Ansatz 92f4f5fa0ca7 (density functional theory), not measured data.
Periodic cell of 422 atoms, Si266O156, from a study of silicon, its oxide and their interface. The atomic structure is a simulated model.
Doubt: the cutoff is far below the 930 eV that the study's wrapper takes by default for these files, so forces and energies are approximate.

Settings
functional: PBE
potential files: Ansatz PAW
basis: plane waves
wave-function cutoff: 580 eV
density cutoff ratio: 5
exchange-correlation grid ratio: 1
k mesh: 1 x 1 x 1, Gamma-centred
self-consistency stop: 5e-08 eV per atom in the density residual
occupations: fixed
spin: none
net charge: 0

Cell vectors (angstrom)
a 15.4687 0 0
b 0 12.8259 0
c 0 0 36.6683

Atoms: element, x, y, z (angstrom)
Si -0.0017 1.1863 33.987
Si 3.8648 1.1847 33.9853
Si 7.6898 1.1896 33.9617
Si 11.585 1.1789 34.0029
Si 1.9112 7.5646 34.0033
Si 5.8002 7.5588 33.9933
Si 9.6448 7.5661 34.0144
Si 13.5071 7.5608 34.0005
Si 1.9336 5.247 34.4014
Si 5.8008 5.247 34.4014
Si 9.6679 5.247 34.4014
Si 13.5351 5.247 34.4014
Si 0 11.6599 34.4014
Si 3.8672 11.6599 34.4014
Si 7.7343 11.6599 34.4014
Si 11.6015 11.6599 34.4014
Si 0 4.664 35.6381
Si 3.8672 4.664 35.6381
Si 7.7343 4.664 35.6381
Si 11.6015 4.664 35.6381
Si 1.9336 11.0769 35.6381
Si 5.8008 11.0769 35.6381
Si 9.6679 11.0769 35.6381
Si 13.5351 11.0769 35.6381
Si 0 2.332 36.0503
Si 3.8672 2.332 36.0503
Si 7.7343 2.332 36.0503
Si 11.6015 2.332 36.0503
Si 1.9336 8.745 36.0503
Si 5.8008 8.745 36.0503
Si 9.6679 8.745 36.0503
Si 13.5351 8.745 36.0503
Si 1.9336 1.749 0.6188
Si 5.8008 1.749 0.6188
Si 9.6679 1.749 0.6188
Si 13.5351 1.749 0.6188
Si 0 8.162 0.6188
Si 3.8672 8.162 0.6188
Si 7.7343 8.162 0.6188
Si 11.6015 8.162 0.6188
Si 0 5.83 1.031
Si 3.8672 5.83 1.031
Si 7.7343 5.83 1.031
Si 11.6015 5.83 1.031
Si 1.9336 12.2429 1.031
Si 5.8008 12.2429 1.031
Si 9.6679 12.2429 1.031
Si 13.5351 12.2429 1.031
Si 1.9336 5.247 2.2678
Si 5.8008 5.247 2.2678
Si 9.6679 5.247 2.2678
Si 13.5351 5.247 2.2678
Si 0 11.6599 2.2678
Si 3.8672 11.6599 2.2678
Si 7.7343 11.6599 2.2678
Si 11.6015 11.6599 2.2678
Si 1.9336 2.915 2.68
Si 5.8008 2.915 2.68
Si 9.6679 2.915 2.68
Si 13.5351 2.915 2.68
Si 0 9.328 2.68
Si 3.8672 9.328 2.68
Si 7.7343 9.328 2.68
Si 11.6015 9.328 2.68
Si 0.4371 -1.1956 26.2636
Si 3.3903 -0.2593 27.0494
Si 8.0636 -0.7716 26.0925
Si 10.9343 -0.4078 25.4826
Si 1.6545 4.1039 27.6951
Si 6.4676 6.5806 26.7035
Si 9.692 3.8393 27.2816
Si 14.0152 6.3713 26.7248
Si 1.5504 6.4677 27.497
Si 6.2484 3.6315 27.2585
Si 9.4579 7.0438 27.2501
Si 11.6037 3.2618 28.6639
Si 0.0169 11.2592 28.4758
Si 3.8586 10.4263 27.9481
Si 7.683 11.5407 28.3359
Si 11.555 11.1056 28.0223
Si 0.0079 3.0791 29.0332
Si 3.5679 3.4235 28.905
Si 7.9041 3.1377 28.7865
Si 13.7021 3.366 27.5782
Si 1.9003 10.0702 29.2416
Si 5.8634 10.1878 29.1307
Si 9.5935 10.3103 29.0961
Si 13.4979 10.1382 29.0611
Si -0.0155 0.6982 29.5591
Si 3.6706 1.0364 29.2432
Si 7.7061 0.8494 29.5238
Si 11.5637 1.0515 29.5654
Si 1.8145 7.7051 29.4885
Si 5.8329 7.7686 29.5317
Si 9.6028 7.9456 29.3959
Si 13.48 7.7748 29.4916
Si 1.9475 0.5177 30.8004
Si 5.6461 0.6108 30.6468
Si 9.6318 0.6138 30.8571
Si 13.4933 0.5696 30.8485
Si -0.0751 6.9702 30.6724
Si 3.8179 7.0661 30.6297
Si 7.7731 7.0345 30.6346
Si 11.5116 7.0877 30.5954
Si -0.0375 4.5528 30.9939
Si 3.8116 4.6741 30.974
Si 7.7666 4.589 30.8566
Si 11.5652 4.647 30.8172
Si 1.9862 11.0663 31.3254
Si 5.7577 11.1493 31.2402
Si 9.6869 11.1419 31.2669
Si 13.4652 11.0735 31.2256
Si 1.911 4.1232 32.3004
Si 5.8002 4.1391 32.2192
Si 9.6723 4.1445 32.2302
Si 13.4672 4.1295 32.2504
Si -0.0262 10.4523 32.3787
Si 3.8979 10.4138 32.4471
Si 7.7223 10.4853 32.3727
Si 11.5801 10.4189 32.4245
Si 1.938 1.7994 32.7694
Si 5.7468 1.811 32.6932
Si 9.6528 1.8524 32.8186
Si 13.5126 1.8215 32.8088
Si -0.0339 8.1068 32.7635
Si 3.8524 8.0928 32.7702
Si 7.7321 8.1301 32.7497
Si 11.5609 8.0882 32.7573
Si 0 2.332 3.9167
Si 3.8672 2.332 3.9167
Si 7.7343 2.332 3.9167
Si 11.6015 2.332 3.9167
Si 1.9336 8.745 3.9167
Si 5.8008 8.745 3.9167
Si 9.6679 8.745 3.9167
Si 13.5351 8.745 3.9167
Si 1.9051 6.4325 4.3058
Si 5.7779 6.4127 4.3116
Si 9.7391 6.4325 4.2763
Si 13.5756 6.4129 4.3382
Si 0.0494 12.8102 4.3594
Si 3.8458 12.8148 4.3804
Si 7.7184 12.822 4.3264
Si 11.6281 12.808 4.3091
Si 0.036 5.8409 5.6177
Si 3.8098 5.8053 5.501
Si 7.788 5.8356 5.3909
Si 11.6442 5.8621 5.5667
Si 1.9366 12.2311 5.7333
Si 5.7989 12.3252 5.6406
Si 9.6804 12.16 5.4642
Si 13.5642 12.2049 5.5324
Si 0.1084 3.5074 5.9897
Si 3.8352 3.4934 5.9731
Si 7.7321 3.5508 5.872
Si 11.6452 3.5187 5.9688
Si 1.9465 9.8482 6.0673
Si 5.8346 9.9239 6.0266
Si 9.6667 9.8485 6.0183
Si 13.5438 9.8842 6.0004
Si 1.9803 2.8886 7.3683
Si 5.8229 3.2678 7.1956
Si 9.6335 2.8924 7.0541
Si 13.6362 2.9141 7.134
Si -0.0345 9.2775 7.3094
Si 3.9433 9.2314 7.2652
Si 7.7393 9.2172 7.2829
Si 11.6196 9.4188 7.3067
Si 0.0297 6.9345 7.7469
Si 3.9298 6.8494 7.6015
Si 7.7627 6.8038 7.4963
Si 11.6674 7.0186 7.6526
Si 1.8856 13.3859 7.8967
Si 5.7812 13.6251 7.6875
Si 9.693 13.4033 7.4164
Si 13.5629 13.4298 7.5306
Si 2.0345 6.3995 8.9488
Si 5.8623 5.6016 8.2335
Si 9.7146 6.2211 8.7044
Si 13.5247 6.2625 8.9327
Si -0.1989 12.7983 9.0452
Si 3.9498 12.7723 8.9833
Si 7.785 12.7974 8.6278
Si 11.605 13.2209 8.7852
Si 1.9217 4.1186 9.4453
Si 6.085 4.801 10.3666
Si 9.7318 3.8618 9.1766
Si 13.4869 3.8599 9.2819
Si -0.1014 10.44 9.3966
Si 3.9223 10.4167 9.3217
Si 7.7995 10.5291 9.2807
Si 11.6768 10.8182 9.2979
Si -0.0288 3.6659 10.626
Si 3.4345 3.4743 11.1739
Si 8.0633 3.6594 10.8177
Si 12.02 2.176 12.2225
Si 1.9138 9.8524 10.5054
Si 5.915 9.9677 10.5801
Si 9.7876 10.5622 10.6413
Si 13.3805 9.8926 10.6773
Si -0.6289 0.8466 11.2953
Si 4.3644 0.6734 11.2149
Si 7.5274 1.4604 11.3683
Si 11.573 2.6129 9.9794
Si 2.2566 7.5625 11.0262
Si 5.3713 7.3599 11.8827
Si 10.1337 7.6204 11.4422
Si 13.2522 7.5027 10.9544
O 9.8986 11.8587 11.6464
O 5.9288 13.9595 11.442
O 1.8851 -0.3503 26.3175
O 9.4763 0.1043 26.0693
O 11.7047 7.1936 11.4423
O 6.1152 8.3389 10.8052
O 0.1199 6.8514 26.7074
O 7.9365 7.302 26.6411
O 0.303 2.1966 11.3217
O 13.4168 14.1333 12.004
O 5.9351 10.602 12.1162
O 14.2264 7.0413 12.2073
O 4.0771 12.4057 12.403
O 5.7857 7.7028 13.4154
O 8.8152 4.3376 12.124
O 12.2086 3.5765 13.1127
O 1.351 6.8879 12.2226
O -0.0488 12.4848 12.2448
O 13.0797 10.5178 12.228
O 9.427 6.8873 12.6863
O 8.3546 13.7593 12.6904
O 9.9057 9.2207 11.6054
O 1.917 10.6791 11.9434
O 3.4295 4.2236 12.6518
O 4.372 0.457 25.9277
O -3.8316 -0.0925 28.3466
O 9.5564 3.6976 25.5935
O 6.6319 4.9869 26.4095
O 0.51 10.3115 25.2566
O 2.8623 6.7179 26.521
O 6.9061 0.0281 25.2216
O 8.3887 10.5718 25.4331
O 10.6851 12.1344 23.9148
O 5.3901 7.2275 25.6516
O 13.1318 6.8506 25.4426
O 13.9769 2.2046 26.4471
O 14.6095 -0.2973 25.8365
O 1.6411 3.7342 26.0614
O 10.6159 7.5093 26.1786
O 12.0955 0.7289 25.5141
Si 3.1348 8.8347 23.0724
Si 8.3123 6.9654 23.0682
Si 5.7113 1.1597 25.2902
Si 2.4941 2.4075 19.016
Si 5.4475 9.3168 18.2787
Si 9.7424 12.9002 12.8867
Si 11.7041 4.5975 14.3183
Si 2.0861 2.4604 15.9718
Si 4.3949 4.4093 20.4918
Si 15.0759 2.3105 20.2586
Si 15.2609 9.5931 23.9471
Si 12.5641 9.1907 23
Si 6.1118 8.9032 22.3926
Si 9.66 4.5993 24.1901
Si 13.6751 10.1486 13.7179
Si 4.0208 3.8912 14.1411
Si 6.8103 7.1002 14.5309
Si 0.9641 6.7828 23.0512
Si 13.6984 0.983 25.4217
Si 10.8605 4.4839 18.9281
Si 9.2619 8.4244 15.7783
Si 12.253 7.5701 15.0532
Si 6.1017 11.3458 20.4376
Si 9.3237 11.6123 15.7664
Si 9.3235 3.285 21.2825
Si 8.9691 5.4467 13.2786
Si 3.9007 7.8486 25.9649
Si 16.2692 6.7274 18.0893
Si 1.5289 12.1705 15.7603
Si 4.2171 2.6042 22.974
Si 5.154 11.503 13.2352
Si 9.9787 7.1476 20.4638
Si 7.2763 4.4242 19.3522
Si 14.0418 11.3723 16.4061
Si 8.8342 0.2506 20.5724
Si 0.8229 11.3057 12.9537
Si 10.3321 11.2754 22.595
Si -2.3874 3.8906 16.9201
Si 12.8655 7.7465 20.5365
Si 8.0049 7.4386 18.3735
Si 6.3952 3.1916 15.5682
Si 4.2674 10.9145 16.0153
Si 10.2077 13.5056 17.7827
Si 4.865 5.5668 16.3294
Si 15.7321 5.005 15.7289
Si 15.4751 6.0959 12.6865
Si 3.7158 6.9268 19.0221
Si 1.7711 3.9092 24.4431
Si 8.1752 9.717 24.0755
Si 3.4282 13.0862 20.9294
Si -1.6588 8.4479 17.579
Si 11.575 6.9893 24.946
Si 15.6532 1.3915 23.199
Si 1.5402 11.4853 22.6007
Si 8.7996 3.2572 17.1081
Si 6.4441 12.8389 15.5863
Si 14.7541 5.4543 20.5929
Si 13.2184 13.9963 18.0761
O 9.045 7.506 17.1151
O 2.1355 7.2657 18.8399
O 11.9941 3.8339 15.7193
O 12.387 4.3636 18.3402
O 8.3339 5.5789 23.9584
O 0.0849 5.7803 14.292
O 11.2803 8.0661 20.6914
O 13.3231 8.3305 19.1123
O 3.103 3.6266 19.8966
O 11.6156 8.0927 23.7478
O 2.7228 10.4329 23.0931
O 8.1175 4.2888 20.763
O 3.2422 2.6204 14.8268
O 4.5342 8.638 22.3003
O 3.4766 1.4317 22.0896
O 8.7887 1.7373 21.2638
O 8.9688 10.4223 22.8424
O 13.4972 8.5518 21.807
O 7.7452 3.2102 18.3608
O 7.9334 8.2338 14.8462
O 1.5109 13.7708 16.0382
O 4.7896 12.1833 20.9575
O 0.7999 2.8048 23.7344
O 5.6361 3.4848 14.1237
O 16.6691 5.8582 16.7613
O 15.3702 7.9788 17.5488
O -0.1614 10.1005 13.4964
O 3.273 3.4072 24.035
O 5.3871 1.8135 23.8205
O 9.7229 12.008 14.243
O 15.6547 11.4935 16.341
O 3.201 0.9966 19.4799
O 12.4191 6.0881 14.3459
O 7.5679 5.739 14.0421
O 9.7735 3.6632 22.829
O 6.9138 7.4544 22.3339
O 2.1662 7.6949 22.3889
O 6.2405 12.4532 14.008
O 4.7099 9.5839 16.8428
O 5.7161 4.1394 19.6089
O 8.8017 7.9644 19.699
O 5.5831 4.1227 16.6532
O 13.6837 2.3914 17.1017
O 10.4197 12.2205 16.8131
O 0.2471 10.4662 22.6029
O 5.7605 10.7844 18.9357
O 15.4651 1.489 21.5966
O 10.6647 7.9416 15.1042
O 9.5149 1.8287 16.8626
O 8.7199 8.1747 24.1002
O 4.734 3.8085 21.9796
O 10.5497 3.4365 20.1703
O 4.4019 10.6181 14.397
O 3.833 5.2405 15.0777
O 0.1346 6.0741 21.8416
O 1.0899 12.8401 23.4745
O 5.9491 6.693 15.8529
O 5.2336 12.1597 16.4253
O 10.993 5.5615 24.3682
O 3.2683 8.4343 24.6198
O 2.7432 15.5686 17.4425
O 10.5186 5.9455 19.5226
O 14.282 4.8824 16.4707
O 11.6364 10.3471 22.3318
O 9.3593 10.0186 16.0428
O 13.6651 10.0008 17.1696
O 13.2742 6.163 20.6594
O 0.903 3.5139 15.5634
O 4.1738 6.1179 17.6759
O 9.4302 6.6892 21.9166
O 4.4838 8.3579 19.1899
O 11.6211 14.0361 18.3693
O 6.5656 9.6535 23.7816
O 15.4547 5.8164 19.1689
O 7.9787 3.6036 15.7328
O 1.4526 5.477 23.9734
O 14.1693 1.3024 23.8911
O 4.0257 6.006 20.3545
O 2.7631 -1.465 16.4431
O 0.1438 7.9714 23.8806
O 13.0621 8.7141 14.202
O 6.3307 1.6018 15.8713
O 13.9428 14.2257 19.5161
O 7.8558 12.2307 16.1105
O 6.8267 8.4953 18.0487
O 7.3664 12.3612 20.6072
O 14.5965 3.8283 20.6668
O 13.6427 9.7755 24.0843
O 6.472 9.9583 21.2147
O 13.52 12.6094 17.3026
O 2.1332 12.1054 21.2029
O 1.6436 -0.8452 14.1596
O 9.2204 13.155 19.0071
O 9.9155 4.3358 17.595
O 13.3923 11.2883 14.8835
O 10.0107 12.2244 21.3221
O 7.4654 5.9136 18.6732
O 0.8883 2.3783 19.2594
O 10.1032 4.852 14.2717
O 12.8784 7.5474 16.5718
O 3.2979 1.8782 11.5066
O 21.2739 6.8066 28.1755
O 9.6593 18.2825 27.5639
O 10.9726 1.1523 12.9682
O 13.297 -5.8636 28.0561
O 4.0111 9.0844 26.9946
O 11.4349 -1.723 26.356
O 9.4165 7.1221 10.0722
O 3.7753 7.498 11.655
O -1.5432 -8.0708 26.729
O -0.1516 4.6778 11.9139
O 8.1411 0.6685 10.0873
O 4.9031 3.658 10.4807
O 6.2386 2.359 26.2421
O 4.7706 3.8931 27.8739
O 5.8892 5.8513 11.6101

Results
free energy: -257824.057 eV
free energy less fixed offsets of O -568.88, Si -635.61 eV per atom: -6.517 eV

Forces (eV/angstrom), in the order of the atoms: element, x, y, z
Si -0.0007 0.0003 -0.0011
Si -0.0003 -0.001 -0.0011
Si 0.0004 -0.0009 -0.0013
Si -0.0001 -0.0004 -0.0008
Si -0.0003 0.0005 0
Si -0.0005 0.0005 -0.0001
Si 0.001 -0.0004 0.0002
Si -0.0007 0.0008 -0.0004
Si -0.1002 -0.0602 -0.084
Si 0.1072 -0.1331 -0.4396
Si -0.0295 -0.0119 -0.4077
Si -0.1516 -0.1023 -0.3355
Si -0.1304 0.0099 0.1264
Si 0.085 0.128 0.4171
Si -0.0235 0.1332 0.1683
Si -0.0391 0.0304 0.3377
Si 0.0321 -0.1106 -0.1055
Si -0.0268 -0.1053 -0.1061
Si -0.0052 -0.1728 -0.122
Si 0.0726 -0.0694 -0.1077
Si 0.0355 0.094 0.0292
Si -0.0523 0.1299 0.0827
Si 0.0123 0.1042 0.0716
Si 0.0374 0.1193 0.071
Si 0.0297 -0.0139 0.0935
Si 0.0147 -0.0405 0.0477
Si -0.1527 -0.0365 -0.0352
Si -0.0206 -0.0125 0.1797
Si -0.0373 0.0384 0.036
Si -0.0051 0.0229 -0.0253
Si -0.0177 0.0738 0.1016
Si -0.0656 0.0369 0.0127
Si 0.0073 0.0403 -0.0074
Si -0.0213 0.0467 0.0063
Si 0.0393 -0.0058 -0.0215
Si 0.0419 -0.0153 -0.0098
Si 0.0151 -0.019 -0.0188
Si 0.0004 -0.0357 -0.0221
Si 0.0319 -0.0044 -0.0171
Si 0.0036 0.0144 -0.0053
Si -0.0215 -0.0229 -0.0308
Si 0.0306 0.0185 -0.0097
Si 0.0081 0.0441 0.0323
Si -0.0644 -0.0261 -0.016
Si -0.0266 -0.0159 0.0117
Si 0.0415 -0.014 0.0477
Si 0.001 -0.0117 0.033
Si -0.0433 -0.0023 0.0244
Si -0.1077 -0.0573 -0.1178
Si -0.0777 0.013 -0.1711
Si 0.1928 -0.1054 -0.2949
Si 0.0934 -0.0106 0.0581
Si 0.1499 0.0415 0.1218
Si -0.0774 0.0257 0.2546
Si -0.132 0.029 -0.0213
Si 0.1232 -0.0107 -0.2264
Si -0.0271 -0.0626 -0.0331
Si 0.03 -0.0739 0.0301
Si -0.0517 -0.0257 -0.0205
Si -0.038 -0.029 0.0199
Si -0.0075 0.0939 0.0525
Si 0.0062 0.0924 0.05
Si -0.0311 -0.0038 0.0316
Si -0.026 0.0587 0.0532
Si 0.0063 -0.0055 0.0026
Si -0.0026 0.0092 -0.0037
Si -0.0038 0.0001 0.0048
Si -0.0014 -0.0039 0.0006
Si -0.001 -0.0022 -0.006
Si -0.0019 0.004 0.0044
Si -0.0162 0.0287 -0.0605
Si -0.0008 0.0017 0.0046
Si 0.0057 -0.0026 -0.0068
Si -0.0137 0.0086 -0.014
Si 0.0031 0.0033 0.0028
Si 0.0044 -0.0067 0.0187
Si -0.0011 0.0005 0.0014
Si 0.0035 -0.011 0.0012
Si 0.0027 -0.0009 -0.0008
Si -0.0015 0.0023 -0.0077
Si -0.0014 0.0019 0.0006
Si 0.0003 0.0093 -0.001
Si -0.0035 -0.0048 0.0191
Si 0.0024 0.002 -0.0086
Si -0.0002 -0.0007 0.0005
Si -0.0003 -0.0013 -0.0012
Si -0.006 0.0015 0.0027
Si 0.0041 -0.0041 0.0038
Si 0.001 -0.0051 -0.0007
Si 0.0015 0.0004 -0.0007
Si 0.0063 0.0017 -0.0004
Si 0.0024 -0.0071 -0.0023
Si -0.0012 -0.0021 0.0019
Si -0.0015 -0.0027 -0.0036
Si 0.0001 -0.0013 0.0004
Si -0.0014 -0.0001 -0.003
Si -0.0013 0.0005 -0.0012
Si -0.0035 0.0008 0.0004
Si 0.0004 0.0024 -0.0022
Si 0.0002 0.0001 -0.0002
Si -0.0026 -0.0002 -0.0011
Si 0.0035 0.0007 -0.0021
Si -0.0008 -0.0013 -0.0011
Si 0.0003 -0.0006 -0.0015
Si 0.0017 -0.0013 -0.0002
Si 0.0015 -0.0004 0.0009
Si 0.0007 0.0002 0.0009
Si 0.0018 0.0034 0.0014
Si 0.0033 -0.0021 -0.0003
Si -0.0015 -0.0007 -0.0022
Si 0.0029 0.0011 -0.003
Si -0.0037 0.0025 -0.0011
Si -0.0001 -0.0002 -0.0004
Si -0.0002 0.0002 0.0009
Si -0.0002 0 -0.002
Si -0.0005 -0.0007 -0.0002
Si -0.0015 0.0008 0.0005
Si -0.0016 0.0009 -0.0008
Si -0.0008 0.0005 0.0015
Si -0.0003 0.0011 -0.0014
Si 0.0007 0.0011 -0.0006
Si -0.0001 0.0021 -0.0004
Si 0 0.0011 -0.0005
Si 0.0005 0 -0.0003
Si 0.0015 -0.0004 -0.0016
Si -0.0009 -0.0016 -0.0006
Si 0.0003 0.0001 -0.0013
Si -0.0004 -0.0019 -0.0004
Si 0.309 -0.0846 0.1677
Si -0.1576 -0.2302 0.0865
Si -0.0085 -0.251 -0.4698
Si 0.0605 0.0112 -0.0254
Si -0.0492 0.2332 0.23
Si 0.0008 0.2545 0.1938
Si 0.1441 0.0514 -0.0041
Si 0.0464 -0.0806 0.0873
Si -0.0008 0.0006 -0.0001
Si -0.0006 0.0002 -0.0007
Si 0.0006 0.0004 0
Si 0.0003 -0.0001 0
Si 0 -0.0004 0.0009
Si -0.0009 -0.0007 0.0005
Si -0.0005 -0.0001 -0.0001
Si 0.0001 -0.0003 0.0004
Si 0.0001 -0.0006 -0.0002
Si 0.0017 0.0003 0.0006
Si -0.0003 -0.0009 -0.0009
Si 0.001 0.0011 0.0006
Si 0.0003 -0.0009 0.0012
Si 0.0002 -0.0007 -0.0012
Si -0.0007 -0.0004 -0.0001
Si -0.001 -0.0004 -0.0001
Si 0.0012 0.0001 -0.0003
Si -0.0011 0.0002 -0.0004
Si 0.0003 0.0005 -0.0001
Si 0.0006 0.0005 -0.0005
Si -0.0005 -0.0007 -0.0005
Si -0.0002 0.0003 -0.0001
Si 0.0002 -0.0008 -0.0001
Si -0.0001 -0.0003 -0.0005
Si -0.0002 -0.0017 0.0006
Si -0.0001 0.0003 -0.0003
Si 0.001 0.0012 -0.0003
Si -0.0003 0.0004 -0.0007
Si -0.0009 0.0011 0.0019
Si 0.0016 0.0021 0.0012
Si 0.0004 -0.0006 0
Si -0.0004 0.0014 0.0012
Si 0.0022 0.001 -0.0007
Si 0.0005 0.0001 -0.0003
Si 0.0002 -0.0015 0.0013
Si 0.0017 -0.0003 0.0002
Si 0.0031 0.0001 0
Si 0.0003 0.0009 -0.0021
Si -0.0013 -0.0016 0.0004
Si 0.0014 0.0011 -0.0012
Si -0.0019 -0.001 0.0027
Si 0.0001 0.0014 -0.0061
Si -0.0004 0.0043 0.0019
Si -0.0009 -0.0015 0.0001
Si -0.0021 0.0004 0.0013
Si -0.0001 0.0007 -0.001
Si -0.0043 -0.008 -0.0132
Si 0.0011 0.0005 -0.0005
Si 0.0004 0.001 -0.0013
Si -0.002 -0.0045 0.004
Si 0 0.0006 -0.0007
Si 0.0003 0.0004 -0.0003
Si 0.0003 0.0007 -0.0007
Si -0.0009 0.0006 -0.0015
Si -0.0009 -0.0012 0.0003
Si 0.0006 -0.0017 -0.0001
Si 0.0024 -0.0028 0.0019
Si -0.0033 0.0018 -0.0026
Si 0.004 0.0014 0.0029
Si -0.0011 0.0018 -0.0015
Si 0.0011 -0.0037 -0.0046
Si -0.0021 0.001 -0.0016
Si 0.0028 0.0057 -0.0017
Si -0.0004 0.001 -0.0006
Si -0.0004 0.0038 -0.0083
Si -0.0007 -0.0011 -0.0036
Si 0.0006 0.0127 0.0141
Si -0.0017 0 -0.0009
Si -0.0027 -0.0003 -0.0052
Si -0.0009 -0.0005 -0.0029
Si 0.0018 -0.0004 -0.0043
Si -0.0018 -0.001 -0.0002
O 0.0001 -0.0024 0.0007
O -0.0121 -0.0044 0.0027
O 0.0035 0.0006 0.0019
O 0.0001 0.0028 -0.0008
O 0.0017 0.0011 0.0008
O 0.0019 0.0014 0.0004
O -0.0007 0.0013 -0.0021
O -0.0021 0.0015 -0.003
O -0.0019 0.0017 0.0001
O 0.0017 -0.0008 0.0012
O 0 -0.0002 0.0012
O -0.0016 0.0012 0.0008
O -0.0019 -0.0029 0.0036
O -0.0007 -0.0001 -0.0006
O -0.0018 -0.0009 0.0006
O 0.0013 -0.0011 -0.0001
O 0.0014 0.0017 0.0011
O -0.0058 0.0032 -0.0031
O -0.0012 0.0013 -0.0049
O 0.0002 0.0016 0.0011
O -0.001 0.0011 0.0022
O -0.001 -0.0002 0.0021
O 0.0063 -0.0043 -0.0006
O -0.0005 -0.0002 -0.0014
O 0.0012 -0.0019 0.0013
O -0.0009 0.0086 0.0011
O 0.0018 -0.0056 0.0247
O -0.0003 -0.0042 0.0016
O 0.0029 0.001 -0.0024
O -0.0011 0.0126 0.0108
O -0.0007 0.0028 -0.0009
O 0.0013 0.0006 -0.0029
O 0.0005 0.0028 0.0023
O 0.0022 0.0009 -0.0009
O 0.0033 0.0008 -0.0003
O -0.0004 0.0046 0.0043
O -0.0042 0.0054 0.0025
O 0.0007 0.0008 0.0036
O 0.0001 0.0007 -0.0017
O 0.0011 0.0031 -0.0002
Si -0.0016 -0.0015 0.0092
Si 0.0014 -0.0018 -0.0021
Si 0.0017 -0.0027 0.0034
Si -0.0002 0.0005 0.0006
Si -0.0002 0.0001 0.0013
Si 0.0014 -0.0006 -0.0022
Si -0.0002 -0.0005 -0.0013
Si -0.0005 -0.0025 0.0018
Si -0.0009 0.0007 0.0017
Si 0.0009 -0.0014 0.0026
Si -0.0005 -0.0016 -0.0023
Si -0.0015 0.0008 -0.0013
Si 0.0012 0.0022 0.0017
Si -0.0004 0.0055 -0.0033
Si 0.0006 -0.0011 0.0024
Si 0.0001 -0.0003 0.0003
Si 0.0025 0.0001 0.0007
Si 0.0025 0.0008 -0.0011
Si -0.004 0.0024 -0.0029
Si 0 0.0002 0.0014
Si 0.0005 0.0012 0.0002
Si -0.0019 -0.0001 0.0006
Si 0.0002 0.0004 0.0014
Si -0.0011 -0.0015 0.0011
Si -0.0009 0 0.0026
Si -0.0001 -0.0023 -0.0018
Si -0.0142 0.0108 -0.0088
Si 0.0019 0.0006 0.0017
Si 0.0017 -0.0014 -0.0008
Si -0.0022 0.0013 -0.001
Si 0.0007 0.001 -0.0039
Si -0.0015 -0.0021 0.0013
Si -0.0006 0.0004 0.0003
Si 0.0008 0.0003 0.0006
Si 0.002 0.0001 0.0006
Si 0.0016 -0.0003 0.0055
Si 0.0001 -0.0038 -0.0015
Si 0.0006 0.0002 0.0003
Si 0.0019 -0.001 0.0058
Si -0.0003 0.0001 0.0011
Si 0.0012 0.0007 0
Si 0.0003 0.0007 0.0016
Si -0.0016 0.0004 0.0023
Si 0.0014 0.0006 -0.0002
Si -0.0002 -0.0016 -0.0001
Si 0.0009 0.0008 -0.0043
Si 0.0022 -0.0012 0.0012
Si -0.001 0.0009 -0.0028
Si 0.0003 0.0021 -0.0009
Si -0.0013 0.0001 0.001
Si 0.0005 0.0015 0
Si -0.0054 0.0003 -0.0023
Si 0.0012 0.0026 -0.0013
Si -0.0009 -0.0026 0.002
Si 0.0001 0.0003 0
Si -0.0008 -0.0002 0.0011
Si 0.0002 0.0007 0.0034
Si 0.0015 0.0005 0.0017
O 0.0003 0 -0.0022
O -0.0026 0.0008 -0.0013
O 0 0.0006 -0.0013
O -0.0014 0.0002 -0.0007
O -0.0002 0.0005 0.0002
O 0.0002 0.0005 -0.0016
O -0.0008 0.0058 -0.0022
O 0.0026 0.0028 -0.0054
O 0.0004 0.0004 -0.0011
O -0.0006 -0.0026 0.0024
O -0.0011 -0.0025 -0.0018
O 0.0006 0 0
O 0.0009 0.0003 -0.0006
O -0.0012 -0.0011 -0.0002
O 0.0004 0.0014 0.0004
O 0.0001 -0.0002 -0.0013
O 0.001 0.0003 0.001
O 0.0013 0.001 0.0011
O -0.0005 0.0012 -0.0004
O -0.0005 -0.0003 0
O 0.0012 0.0042 -0.0006
O 0.0003 0.0003 -0.0019
O -0.0023 -0.0026 -0.0015
O -0.0002 -0.0007 -0.0003
O 0.0012 0.0004 0.0008
O 0.0003 0.0013 -0.0018
O -0.0017 -0.0046 0.0034
O 0.0019 -0.0004 -0.0008
O 0.0015 0.0008 0.0004
O 0.0007 0.002 -0.003
O 0.0022 0.0005 -0.0009
O 0.0001 0 -0.0008
O 0.0006 -0.0001 0
O 0.0004 -0.0006 -0.001
O 0.0002 0.0002 -0.0011
O 0.0018 -0.0022 -0.001
O -0.0001 0.0022 0.0011
O -0.0007 -0.0001 -0.0003
O 0.0007 -0.0006 -0.001
O 0.0007 -0.0004 -0.0012
O -0.0028 0.0021 -0.0037
O 0 0.0003 -0.0001
O -0.0004 -0.0006 -0.0003
O 0.0002 0.0003 -0.0003
O -0.0001 0.0009 -0.0007
O 0.0003 0.0009 -0.001
O -0.0002 0.001 0.001
O 0.0003 -0.0003 0.0001
O 0.0013 -0.0004 0.0003
O -0.0001 0.0012 0.0002
O -0.0002 -0.0003 -0.0008
O 0.0003 0.0006 -0.0014
O 0.0003 0.0004 -0.0001
O 0 -0.0003 -0.0008
O 0 0.0003 -0.0018
O -0.001 0.0006 0.0006
O 0.0008 0.0011 -0.0014
O 0.0006 0.0007 -0.0013
O 0.0018 0.0027 0.0005
O 0.0082 -0.0111 0.0111
O -0.0007 0.001 -0.0001
O 0.0008 -0.0017 -0.0028
O 0.0003 0 -0.0002
O -0.0006 0.0003 0
O 0.0008 0.0005 -0.0001
O -0.0003 -0.0018 0.0007
O 0.0007 -0.0012 -0.0007
O -0.0011 -0.0009 -0.0017
O -0.0007 0.0003 -0.0006
O -0.0016 -0.001 0.0043
O 0.0002 0.0016 -0.001
O -0.0005 0 -0.0011
O 0.0001 0.0005 -0.0002
O -0.0006 -0.0005 0
O -0.0003 -0.0003 0.0005
O -0.002 -0.0014 -0.0014
O 0.0025 0.0008 -0.0036
O 0.0005 -0.0007 -0.0007
O -0.0011 0.0009 -0.0013
O -0.0004 0.0039 0.0007
O 0.0008 -0.0002 -0.0006
O 0.0001 -0.0006 -0.0015
O 0.0004 0.0007 -0.0012
O -0.0008 0.0007 -0.0014
O 0.0002 0.0004 -0.0014
O -0.0009 0.0003 -0.0015
O 0 0.0004 -0.0017
O 0.0007 0.0015 -0.0006
O 0.0008 0.0021 -0.0025
O -0.0009 0.0021 0.0001
O 0.0004 0.001 -0.0015
O 0.0034 0.0047 0.0072
O 0.0007 0.0009 -0.0015
O 0.0011 0.0007 -0.0011
O -0.0013 0.0011 -0.0014
O -0.0016 0.0017 -0.0026
O -0.0001 0.0003 -0.001
O 0.0004 0.0014 -0.0012
O -0.0013 0.0004 0.0003
O -0.0001 -0.0004 -0.001
O -0.0014 0.0016 0.0023
O 0.0022 0.0002 0.0002
O -0.0004 -0.0254 0.0043
O 0.0004 -0.0012 0.0004
O 0.0025 -0.0009 -0.0028
O -0.0019 0.005 -0.0177
O 0.001 -0.0008 0.0017
O 0.0009 -0.0011 -0.0016
O 0.0016 0.0007 0.0029
O 0 -0.0018 0.0011
O -0.0004 -0.0019 -0.0005
O 0.0237 -0.0044 -0.0031
O 0.0028 0.0027 -0.0003
O 0.0018 0.001 0.0014
O 0.014 -0.0081 0.0048
O 0.0013 -0.0003 0.0012

The program warned: the cutoff lies below the one the program advises for these potential files; the forces do not sum to zero within the program's tolerance; the exchange-correlation potential is rough where the density is thin.
